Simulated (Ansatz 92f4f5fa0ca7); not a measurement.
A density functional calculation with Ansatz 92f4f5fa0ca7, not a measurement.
Periodic cell of 442 atoms, Si288O154, from a study of silicon, its oxide and their interface. The atomic structure is a simulated model.
Doubt: the cutoff is far below the 930 eV that the study's wrapper takes by default for these files, so forces and energies are approximate.

Settings: functional PBE; potential files Ansatz PAW; basis plane waves; wave-function cutoff 580 eV; density cutoff ratio 5; exchange-correlation grid ratio 1; k mesh 1 x 1 x 1, Gamma-centred; self-consistency stop 5e-08 eV per atom in the density residual; occupations fixed; spin none; net charge 0.

Cell vectors (angstrom)
a 15.4687 0 0
b 0 15.4687 0
c 1.9412 -0.3715 33.7672

Atoms and the computed forces on them: element, x, y, z (angstrom), force x, y, z (eV/angstrom)
Si 1.5589 -0.942 24.5915 -0.001 0.0023 0.0046
Si 1.9247 3.7852 24.8415 -0.0013 -0.0084 0.0122
Si 1.9291 6.9537 24.8518 0.0051 -0.0057 -0.0127
Si 1.8841 -4.0267 25.1139 -0.0004 -0.0124 0.0097
Si 5.9763 -0.6385 24.8995 -0.0012 -0.0075 0.0014
Si 5.7624 3.7512 25.0086 0.0035 -0.0014 0.0199
Si 5.7905 6.8862 24.9851 -0.0006 -0.0114 -0.0296
Si 5.7964 -3.8094 24.899 0.0014 -0.0087 -0.0034
Si 9.7542 -0.707 24.9034 -0.0007 -0.0009 0.005
Si 9.6259 3.8379 24.9104 0.0035 -0.0068 0.0118
Si 9.6621 6.9784 24.9609 -0.0032 -0.0045 -0.0094
Si 9.6641 -3.8357 25.0288 0.0022 0.0049 -0.0105
Si -1.8462 -0.8324 24.8113 -0.0008 0.0016 0.0019
Si -2.0278 4.3447 24.6935 -0.0004 -0.0103 0.0014
Si -1.9794 6.8115 24.9527 0.0016 0.0115 -0.0048
Si -1.9236 -3.9529 25.1002 0.0012 0.0001 0.0013
Si 4.0474 -0.304 26.1934 -0.0001 -0.0005 -0.0002
Si 3.8038 3.5196 26.2768 0.0039 0.0052 -0.0077
Si 3.8354 7.2911 26.2362 -0.0021 0.0031 0.0041
Si 3.9033 -4.2026 26.273 -0.0023 0.0011 0.0005
Si 7.848 -0.3977 26.2756 0.0041 -0.0019 -0.0006
Si 7.7313 3.5254 26.29 -0.0052 0.0036 -0.0066
Si 7.7269 7.2871 26.2781 0.0039 0.0019 0.0086
Si 7.7034 -4.1712 26.2696 -0.0025 0.0003 0.0016
Si 11.6986 -0.3874 26.1513 0.0016 -0.0018 -0.004
Si 11.6423 3.5872 26.1202 -0.0025 0.0044 -0.0048
Si 11.5999 7.3092 26.2734 0.0014 0.0024 0.0035
Si 11.5824 -4.1735 26.3432 0.0007 0.0017 -0.0001
Si -0.0314 -0.4839 26.2534 0.0019 -0.0002 -0.0012
Si -0.1123 3.5511 26.0242 0.0045 0.0035 -0.001
Si -0.0167 7.2944 26.193 -0.0014 0.0025 0.0057
Si -0.0199 -4.2159 26.4359 -0.0019 -0.0006 0.0053
Si 3.9012 1.5777 27.6098 -0.0017 0.0004 0.0003
Si 3.8243 5.4215 27.6728 -0.0004 -0.0029 -0.0005
Si 3.8923 9.2758 27.5667 0.0003 0.0001 -0.001
Si 3.8664 -2.2513 27.6027 -0.0014 0.0004 0.0006
Si 7.7784 1.5635 27.5997 -0.0001 0.0002 0.0011
Si 7.7341 5.4151 27.7025 -0.0014 -0.0057 0.0026
Si 7.7248 9.2937 27.5643 0.0002 0.0022 0.0006
Si 7.7514 -2.2895 27.6879 0.0029 0.0011 -0.0003
Si 11.672 1.5968 27.4783 -0.0012 0.0013 -0.0001
Si 11.5941 5.4063 27.657 -0.001 -0.0035 0.001
Si 11.5959 9.2896 27.5973 0.0004 0.0002 -0.0031
Si 11.6311 -2.2406 27.6682 -0.0016 0.0024 -0.0003
Si -0.013 1.5829 27.4519 -0.002 0.0009 0.0012
Si -0.0132 5.3792 27.5854 -0.0008 -0.005 0.0026
Si -0.0058 9.2282 27.6106 0.0002 -0.0031 -0.0006
Si 0.0092 -2.2944 27.7526 0.0002 0.0016 0.0024
Si 1.9171 1.5662 28.9198 0.0005 -0.0012 -0.0009
Si 1.8961 5.4194 29.0009 -0.0007 0.002 -0.001
Si 1.9513 9.2853 28.9561 -0.0011 0.0005 0.0003
Si 1.9722 -2.2927 29.0193 0.0003 0.0004 0.0014
Si 5.8366 1.5641 28.976 0.0003 0.0006 0.0005
Si 5.7781 5.4268 29.009 -0.0015 0.0021 -0.0016
Si 5.8077 9.2872 28.963 -0.0005 -0.0008 0.0004
Si 5.7931 -2.2863 28.9932 0.0002 -0.0006 0.0004
Si 9.7364 1.5675 28.9306 -0.0017 -0.0016 -0.0003
Si 9.6752 5.4213 29.0219 -0.0003 0.0034 -0.0003
Si 9.6577 9.2926 28.9588 0.0009 -0.0008 0.0008
Si 9.6904 -2.2942 29.0143 -0.0004 -0.0007 0.0001
Si -1.9018 1.5629 28.9208 -0.0001 -0.001 -0.0003
Si -1.9254 5.4207 28.9861 -0.0012 0.0024 -0.0002
Si 13.5308 9.2831 28.9758 0.0004 -0.0014 0.0009
Si -1.9351 -2.2947 29.0412 -0.0013 0 0.0005
Si 1.9412 -0.3715 30.3485 -0.0616 0.3002 -0.0271
Si 1.9412 3.4957 30.3485 -0.1151 -0.2137 -0.0989
Si 1.9412 7.3628 30.3485 -0.061 0.0146 -0.0235
Si 1.9412 11.23 30.3485 0.0724 -0.1253 -0.0627
Si 5.8083 -0.3715 30.3485 -0.0096 0.1201 0.0899
Si 5.8083 3.4957 30.3485 0.0241 -0.0734 0.1013
Si 5.8083 7.3628 30.3485 -0.0118 0.0477 0.0555
Si 5.8083 11.23 30.3485 -0.0662 -0.0127 -0.1299
Si 9.6755 -0.3715 30.3485 0.1038 0.2625 -0.0202
Si 9.6755 3.4957 30.3485 0.1107 -0.2359 0.0216
Si 9.6755 7.3628 30.3485 -0.0188 0.0999 0.0394
Si 9.6755 -4.2387 30.3485 0.069 -0.0963 -0.0321
Si -1.926 -0.3715 30.3485 -0.0087 0.3423 0.0517
Si -1.926 3.4957 30.3485 0.0652 -0.1649 -0.158
Si 13.5427 7.3628 30.3485 -0.0428 -0.0808 0.0142
Si 13.5427 11.23 30.3485 -0.0371 -0.1748 0.0841
Si 1.9336 0 3.4175 0.065 0.0583 0.0582
Si 1.9336 3.8672 3.4175 0.0284 -0.3401 0.0124
Si 1.9336 7.7343 3.4175 0.0129 0.2948 -0.2681
Si 1.9336 11.6015 3.4175 -0.0609 -0.0098 -0.0745
Si 5.8008 0 3.4175 0.1614 0.1796 0.1824
Si 5.8008 3.8672 3.4175 0.1609 -0.4214 0.0853
Si 5.8008 7.7343 3.4175 0.0512 0.2339 -0.2085
Si 5.8008 11.6015 3.4175 0.0905 -0.0546 -0.0443
Si 9.6679 0 3.4175 -0.1439 0.2159 0.1814
Si 9.6679 3.8672 3.4175 -0.1939 -0.3702 0.2283
Si 9.6679 7.7343 3.4175 -0.0109 0.1254 -0.0917
Si 9.6679 -3.8672 3.4175 -0.0512 0.0397 0.0347
Si -1.9336 0 3.4175 -0.0387 0.2093 0.0496
Si -1.9336 3.8672 3.4175 -0.0532 -0.2638 0.067
Si -1.9336 7.7343 3.4175 -0.0792 0.2189 -0.1649
Si -1.9336 11.6015 3.4175 0.0354 -0.0992 -0.0022
Si 1.9777 1.9116 4.8356 0 0.0009 0.0005
Si 1.9169 5.8091 4.7117 0.0001 -0.0058 0.0003
Si 1.9054 9.678 4.7913 -0.0016 0.0021 0.0006
Si 1.9496 -1.9351 4.7702 -0.0011 -0.0014 0.0011
Si 5.8492 1.9174 4.8738 0.0002 0.0017 -0.0009
Si 5.8138 5.7996 4.7138 -0.0016 -0.0036 0.0015
Si 5.8102 9.6707 4.7951 0.0007 0.0018 0.0009
Si 5.8214 -1.9329 4.765 -0.0014 -0.0017 -0.0001
Si 9.6222 1.9122 4.8823 -0.0005 0.0021 -0.0004
Si 9.6598 5.7974 4.7449 -0.0016 -0.0074 0.0018
Si 9.6695 9.6723 4.7906 0.0008 0.0034 0.0001
Si 9.6488 -1.9192 4.7732 0.001 -0.0024 -0.0019
Si -1.9827 1.9285 4.8443 -0.001 0.0004 0
Si -1.9537 5.8074 4.7301 0.0003 -0.0031 0.0009
Si -1.9278 9.6672 4.8059 0.0007 0.0009 0.0007
Si -1.897 -1.9277 4.7536 -0.0002 -0.002 0.0002
Si 0.0013 1.9273 6.1535 -0.0008 -0.0001 -0.0041
Si -0.016 5.8974 6.0318 -0.0045 0.0114 0.0001
Si -0.0086 9.6953 6.2102 -0.0002 0.0012 -0.0019
Si 0.0278 -1.9354 6.1367 -0.0001 0.0034 -0.0064
Si 3.9351 1.8518 6.2679 0.0005 -0.0025 0.0008
Si 3.8654 5.7631 5.9895 0.002 0.0062 -0.0033
Si 3.8487 9.6849 6.1222 0.0007 0.0001 0.0019
Si 3.8965 -1.9522 6.1101 0.0007 0.0025 0.0017
Si 7.7262 1.8616 6.4134 -0.0023 0.0001 0.0019
Si 7.7197 5.7973 6.0765 -0.0007 0.0083 0.0013
Si 7.7493 9.6807 6.1803 0.0007 -0.0007 0.0003
Si 7.7181 -1.9333 6.176 0.0004 0.0031 -0.0015
Si -3.9353 1.9302 6.298 0.0013 -0.0007 0.003
Si -3.8775 5.7598 6.082 0.0001 0.0075 -0.0003
Si -3.8704 9.6569 6.1641 -0.0023 0.0043 -0.0018
Si -3.8465 -1.8895 6.0522 -0.0015 0.0018 -0.0001
Si 0.042 -0.0178 7.5325 0.002 -0.0029 0.0021
Si -0.0195 3.9738 7.3277 0.0023 -0.0062 -0.0141
Si -0.0458 7.7405 7.5458 -0.0019 -0.0115 0.0153
Si 0.0074 -3.8312 7.5807 0.0002 -0.0037 -0.0034
Si 3.9875 -0.1646 7.6594 -0.0043 -0.0024 0.0031
Si 3.89 3.9132 7.4427 0.0007 -0.0038 -0.0095
Si 3.817 7.6789 7.3222 -0.0008 -0.0053 0.0117
Si 3.9083 -3.855 7.4979 0.0017 -0.0041 -0.003
Si 7.6682 -0.2227 7.8566 0.002 -0.0014 -0.0025
Si 7.7524 3.9888 7.5918 0.0096 -0.0075 -0.0113
Si 7.7311 7.7103 7.4695 -0.0114 -0.0043 0.0143
Si 7.7282 -3.8523 7.5526 -0.001 -0.0008 -0.0053
Si -3.9163 -0.0927 7.5993 -0.0007 -0.0009 0.003
Si -3.9562 3.9501 7.62 -0.0127 -0.0047 -0.0139
Si -3.9206 7.6626 7.4538 0.0092 -0.0093 0.0108
Si -3.8728 -3.7989 7.4035 0.0003 -0.0012 -0.0022
Si 1.9937 -0.3688 8.8723 0.0011 0.0028 -0.003
Si 1.9034 4.2604 8.6327 -0.0005 0.0046 0.0144
Si 1.9693 7.3657 8.7301 -0.003 0.0069 -0.0227
Si 2.0028 -3.5119 8.8437 -0.0015 0.0002 0.0099
Si 5.6974 -1.0811 9.1935 -0.0012 0.0018 0.01
Si 5.7575 4.4235 8.7922 -0.0064 0.0107 0.0255
Si 5.7071 7.5511 8.6614 0.011 0.0014 -0.0215
Si 5.7919 -3.5506 8.9002 -0.0009 -0.0016 0.0001
Si -5.7686 -0.92 8.9106 0.0037 0.0079 -0.0029
Si -5.8548 4.7092 8.9116 0.001 0.0045 0.0034
Si -5.8254 7.2505 8.7822 -0.0008 0.0018 -0.0081
Si -5.7388 -3.4396 8.7715 0.0034 -0.0147 0.0055
Si -1.902 -0.3543 8.8363 0.0013 0.0033 0.0032
Si -1.885 4.2596 8.7136 0.0164 0.0033 0.0502
Si -2.0314 7.3758 8.8214 0.0002 0.0075 -0.0245
Si -2.004 -3.4912 8.8048 -0.0005 0.0022 0.0092
Si 6.0943 -5.3821 10.4971 -0.004 -0.0043 -0.0032
Si 6.1184 1.1035 23.2264 -0.01 0.0038 0.002
Si 3.8748 -0.3715 31.7157 0.0126 0.1549 -0.0044
Si 3.8748 3.4957 31.7157 0.0206 -0.0947 -0.0122
Si 3.8748 7.3628 31.7157 0.018 0.0113 0.0009
Si 3.8748 11.23 31.7157 -0.0048 -0.0846 0.0073
Si 7.7419 -0.3715 31.7157 -0.0287 0.0966 -0.0076
Si 7.7419 3.4957 31.7157 -0.0242 -0.0708 -0.0006
Si 7.7419 7.3628 31.7157 0 0.0112 0.0039
Si 7.7419 -4.2387 31.7157 0.0065 0.0009 -0.0184
Si -3.8596 -0.3715 31.7157 0.0012 0.1014 0.0142
Si -3.8596 3.4957 31.7157 -0.0165 -0.069 0.0048
Si 11.6091 7.3628 31.7157 0.0163 0.026 0.0122
Si 11.6091 11.23 31.7157 0.0008 -0.104 0.0199
Si 0.0076 -0.3715 31.7157 -0.0062 0.0643 0.0029
Si 0.0076 3.4957 31.7157 0.0036 -0.0848 0.0045
Si 0.0076 7.3628 31.7157 0.006 0.0826 0.0084
Si 0.0076 -4.2387 31.7157 -0.0141 -0.0347 -0.0032
Si 3.8748 1.5621 33.083 -0.0118 -0.0086 0.0261
Si 3.8748 5.4293 33.083 0.0004 -0.0135 -0.0065
Si 3.8748 9.2964 33.083 -0.0132 0.0083 0.0176
Si 3.8748 -2.3051 33.083 -0.0179 0.0133 -0.0134
Si 7.7419 1.5621 33.083 -0.0027 0.0066 0.0191
Si 7.7419 5.4293 33.083 0.0344 0.0003 -0.0057
Si 7.7419 -6.1722 33.083 -0.0002 -0.0043 0.0057
Si 7.7419 -2.3051 33.083 0.0229 -0.006 -0.0128
Si -3.8596 1.5621 33.083 -0.0136 -0.0132 0.0196
Si 11.6091 5.4293 33.083 -0.0081 0.001 -0.0073
Si 11.6091 9.2964 33.083 0.0066 0.024 0.0104
Si -3.8596 -2.3051 33.083 0.0101 0.0011 -0.0162
Si 0.0076 1.5621 33.083 0.0065 -0.0056 0.0204
Si 0.0076 5.4293 33.083 0.0014 -0.0375 -0.0051
Si 0.0076 -6.1722 33.083 -0.0045 0.0031 0.0167
Si 0.0076 -2.3051 33.083 -0.0053 0.0291 -0.007
Si 0 1.9336 0.683 0.0052 0.0044 -0.0268
Si 0 5.8008 0.683 0.007 0.0287 0.0264
Si 0 9.6679 0.683 0.0016 0.0042 -0.0141
Si 0 -1.9336 0.683 -0.0244 -0.0212 0.0128
Si 3.8672 1.9336 0.683 -0.0042 0.0091 -0.0201
Si 3.8672 5.8008 0.683 0.0208 -0.0022 0.0098
Si 3.8672 9.6679 0.683 0.0147 -0.0191 -0.0239
Si 3.8672 -1.9336 0.683 0.0191 0.0086 0.0076
Si 7.7343 1.9336 0.683 0.0055 0.0106 -0.0227
Si 7.7343 5.8008 0.683 -0.0063 -0.0018 0.015
Si 7.7343 -5.8008 0.683 0.0242 -0.0004 -0.0163
Si 7.7343 -1.9336 0.683 0.0137 -0.0051 0.0053
Si -3.8672 1.9336 0.683 -0.0002 -0.0037 -0.0154
Si 11.6015 5.8008 0.683 -0.0274 0.03 0.013
Si 11.6015 9.6679 0.683 -0.0323 -0.0139 -0.0156
Si -3.8672 -1.9336 0.683 -0.0196 -0.018 0.0038
Si 0 0 2.0503 -0.0076 0.15 0.0089
Si 0 3.8672 2.0503 0.0007 -0.211 0.0024
Si 0 7.7343 2.0503 0.0126 0.041 -0.0118
Si 0 11.6015 2.0503 0.0059 -0.0233 -0.0157
Si 3.8672 0 2.0503 -0.0303 0.0696 0.0199
Si 3.8672 3.8672 2.0503 -0.0159 -0.104 0.0197
Si 3.8672 7.7343 2.0503 -0.0061 0.1122 -0.0159
Si 3.8672 11.6015 2.0503 -0.0097 -0.0505 0.0027
Si 7.7343 0 2.0503 -0.0043 0.0844 -0.0199
Si 7.7343 3.8672 2.0503 -0.0036 -0.1231 -0.0211
Si 7.7343 7.7343 2.0503 -0.0094 0.061 -0.0221
Si 7.7343 -3.8672 2.0503 -0.0064 -0.048 -0.0221
Si -3.8672 0 2.0503 0.0216 0.039 0.0206
Si -3.8672 3.8672 2.0503 0.0319 -0.1327 0.0191
Si 11.6015 7.7343 2.0503 0.0183 0.1114 -0.0151
Si 11.6015 11.6015 2.0503 -0.0033 0.0121 0.0079
Si 4.4935 5.8903 15.8145 -0.0069 -0.0006 -0.0007
Si 2.5267 9.4096 13.6792 -0.002 0.0004 -0.0127
Si 1.526 9.6185 10.7478 0.0015 -0.0028 -0.0087
Si 5.4133 1.2972 18.0568 0.0044 -0.002 -0.001
Si 6.3878 3.6247 11.6484 -0.0011 0.0004 -0.0091
Si 9.4245 3.8016 11.1124 0.0041 -0.0027 -0.0011
Si 7.7393 -0.3983 14.0328 0.0085 -0.0003 -0.0076
Si 9.0193 8.3789 16.5255 -0.0018 -0.0005 -0.0001
Si 6.6214 6.1943 13.4382 -0.0018 -0.0035 -0.0116
Si 9.2855 -5.7709 10.7834 0.008 -0.0027 -0.0035
Si -3.845 2.0824 12.5301 0.0003 0.0041 -0.0117
Si -2.8009 -1.3113 16.0091 0.003 -0.0002 -0.0037
Si 11.5031 -1.0673 18.8766 -0.0012 -0.0121 0.0051
Si -2.5485 -5.1263 13.6389 0.0018 0.0028 -0.0164
Si 3.6947 -3.0519 14.2052 -0.0044 0.002 -0.0084
Si 1.743 2.0044 10.9318 0.0061 -0.0046 0.0063
Si 1.9518 -1.8514 16.5089 -0.0064 0.0006 -0.003
Si -0.9762 5.3784 15.5665 0.0019 0.0013 -0.0115
Si 2.2273 -5.9758 19.8572 -0.0009 0.0012 0.001
Si 5.4395 9.0273 13.2742 -0.0041 -0.0046 -0.0099
Si 3.6075 2.9798 16.1046 -0.0058 0.0147 -0.0029
Si 0.4139 -3.8536 18.2565 0 -0.0003 0.0027
Si 0.3235 4.2154 19.953 0.003 0.0026 0.007
Si 4.0474 1.9986 13.0527 0.0018 0.0026 -0.0137
Si 11.0938 1.8349 20.2034 0.0028 -0.0039 0.0082
Si -0.4358 0.1303 16.8016 0 0.001 -0.0095
Si -5.434 -0.4147 12.0543 -0.0001 -0.0076 -0.007
Si -1.5765 9.6707 10.7848 -0.0029 -0.0042 -0.0099
Si -5.7843 5.8534 13.5243 0.0054 0.0034 -0.0117
Si 1.523 7.0611 15.4941 -0.0052 -0.0061 -0.0106
Si -4.2437 -2.6619 13.6599 0.0023 0.0006 -0.0131
Si -1.9192 -4.2543 16.4404 -0.0015 0.002 0.0001
Si 4.151 0.8896 20.7274 0.0011 -0.003 0.0023
Si -1.3269 1.9739 10.929 -0.0072 0.0059 -0.0106
Si 8.8772 -3.0897 15.2955 0.0008 0.0029 -0.0072
Si 4.2141 -1.2655 18.6514 -0.0012 -0.0051 0.0013
Si 0.5606 3.0727 17.1524 -0.0036 -0.003 -0.0027
Si 8.0802 0.9139 16.7793 0.0027 -0.0001 -0.0011
Si 0.6336 7.1046 18.616 0.0007 0.0036 0.0028
Si 8.7934 -1.9721 18.0918 0.0002 -0.0032 0.0068
Si 10.232 3.0726 17.4053 -0.0026 0.0005 -0.0046
Si 6.1471 -4.4029 15.4827 0.0035 0.0033 -0.0017
Si 6.476 7.3539 17.7795 0.0013 -0.0024 0.0024
Si 11.3994 -5.8047 17.8424 0.0003 0.001 -0.0024
Si 5.0064 -0.9203 12.4461 -0.0034 0.0002 -0.0085
Si 9.0131 5.7896 17.9977 -0.0032 0.0006 0.0012
Si -2.2483 7.0776 17.8168 0.0017 0.001 -0.0014
Si -1.0616 -1.3683 19.5348 -0.0037 -0.0073 0.0047
Si 1.6015 2.4453 21.9714 -0.0002 0.0048 0.0112
Si 6.121 9.2456 22.843 -0.0055 -0.0026 0.0048
Si 1.439 9.2251 22.8033 0.0031 -0.0062 -0.002
Si 6.1918 -3.617 18.5675 0.0003 0.0035 0.0065
Si -3.6947 4.0229 14.9579 0.0094 0.0032 -0.011
Si 5.2868 -6.1196 19.8963 0.0008 -0.0016 0.0018
Si 11.5161 9.1336 20.7761 0.0019 -0.0002 0.0088
Si 9.2221 1.5124 22.7394 0.0035 0.0038 0.0098
Si 9.2789 -6.1464 22.8642 0.0065 0.0038 0.0032
Si 11.4003 6.0553 19.9067 -0.0034 -0.0003 0.006
Si -5.2666 8.819 13.6379 -0.002 0.0016 -0.016
Si -0.2846 0.0724 22.3436 -0.0014 -0.0012 0.0051
Si -2.5049 3.9132 21.4605 -0.002 0.0022 0.0082
Si -1.685 9.1377 22.8997 -0.007 0.0032 0.008
O 2.9222 -0.1113 24.9591 0.0057 0.0015 -0.0032
O 2.1245 0.581 10.222 -0.0017 -0.0157 -0.0018
O 4.8252 -2.7562 18.8173 0.0017 -0.003 -0.0028
O 5.5952 -5.3213 12.0727 0.0002 0.0044 0.0022
O 1.9408 5.7963 9.2594 0 0 0.0075
O -4.0397 2.7668 13.9821 0.0005 -0.0022 0.0055
O 2.2045 8.3063 10.0666 0.0004 -0.0001 0.0104
O 1.9495 -1.9468 9.4021 0 0.0003 0.0004
O 5.7262 6.0132 9.2913 0.0008 -0.007 -0.0007
O 2.7294 -2.095 15.1022 0.0063 -0.0032 -0.0002
O 5.6656 3.5451 10.1868 -0.0011 0.0033 -0.0114
O 5.4898 8.7009 9.8381 -0.0021 0.0014 0.0061
O -4.8269 5.1591 14.6396 -0.0033 0.0005 0.0019
O 6.3583 -0.9161 13.3618 -0.0127 -0.0019 0.0033
O 5.7563 9.6581 14.7543 -0.0012 -0.0034 0.0016
O 11.536 3.4824 16.4918 0.0001 0 0.0022
O 2.0689 3.1896 16.5716 0.0018 0.0019 0.0027
O -5.4879 -4.4474 10.1012 0.0006 0.0152 -0.0052
O -1.7878 0.5957 10.1811 -0.0003 -0.0086 0.002
O 2.778 2.4024 12.1162 -0.0041 0.0013 0.0087
O 2.9893 6.344 15.3641 0.0017 0.0015 0.0066
O -1.9386 5.8016 9.3379 0.0009 -0.0129 0.0031
O -2.2302 -4.4589 10.1274 0.0034 0.0033 -0.0012
O 0.8077 -0.7401 16.2254 0.005 -0.0038 0.0037
O 1.5978 9.5156 12.3542 0.0001 0.0012 0.0012
O 7.7042 -5.569 10.5251 -0.0071 -0.0004 0.0031
O 1.3428 -4.8168 19.1561 0.0026 -0.0008 -0.0034
O -3.7841 9.3592 14.0185 -0.0038 -0.0022 0.0088
O 11.5857 7.5462 20.4928 0.0014 -0.0001 -0.0056
O 9.6727 5.0451 12.1262 -0.0015 -0.0046 0.0032
O 5.4888 2.6662 12.619 -0.0006 0 0.0098
O 5.3976 -0.8314 10.8412 0.0035 -0.0011 -0.0095
O 9.2236 -2.9692 16.874 -0.0005 -0.0007 -0.0015
O 2.0364 2.8178 23.5043 0.0027 0.0027 0.0013
O 5.3701 -0.3366 17.9669 0.0026 0.0002 0.0002
O -1.6297 -4.9628 14.9879 -0.0019 -0.003 0.0003
O 0.482 3.0861 18.7814 -0.0005 -0.0008 0.0033
O -0.7992 -4.7004 17.5421 0.0003 0.0005 -0.0001
O -2.2428 8.3086 10.1777 -0.0004 -0.0002 0.0106
O -1.6989 9.6999 12.4064 -0.0012 0.0021 0.0041
O 0.2066 1.8941 11.4685 -0.0007 0.0011 0.0134
O -1.7874 6.5265 16.3726 0.0005 -0.0024 0.0039
O 0.1798 1.6031 21.968 -0.0032 -0.0016 -0.0079
O 9.2442 8.803 14.9664 0.0013 0.0011 0.0017
O 5.9466 8.0868 19.1201 -0.0018 0.0024 -0.0018
O 5.1075 0.6938 22.0209 0.0094 -0.0006 0.0012
O 9.156 4.2951 17.3936 0.002 -0.0024 0.0026
O -4.1873 0.5006 12.5391 0.0018 0.0004 0.0122
O -0.0903 1.6912 16.6484 -0.0035 -0.0001 0.0035
O 5.7783 7.9223 23.7166 -0.0004 -0.0144 0.0172
O 9.8264 -6.0103 17.4552 -0.0001 -0.0004 0
O 0.7523 5.6276 19.2801 -0.0006 -0.0026 -0.0024
O 9.7006 7.9477 23.631 0.0022 -0.0094 0.0007
O 1.5694 8.0534 19.5209 0 0.0011 -0.0031
O 9.4629 1.7793 16.7727 0.0002 -0.0006 0.0029
O -3.4245 -4.6045 16.9603 0.0016 -0.001 0.0018
O -1.5629 3.245 9.9538 -0.0062 0.012 -0.0283
O -3.6719 5.0067 21.0883 0.0015 -0.0026 -0.0048
O -2.1718 3.9344 23.0705 0.0019 0.0002 -0.0028
O 3.8775 8.5519 13.33 0.0042 0.0003 0.0103
O -0.7726 -0.2591 18.3611 -0.0013 0.0017 0.0031
O 9.5767 6.8804 16.9007 0.0013 -0.0005 0.0026
O -2.6449 -5.9544 21.6526 0.0023 -0.002 -0.0063
O -3.0504 5.9024 18.6278 -0.0018 -0.0021 0.004
O 1.0265 -0.5623 23.0883 0.0035 -0.0033 -0.0039
O -5.7309 8.2612 10.1223 0.0042 -0.0076 0.0032
O 1.3503 3.8387 21.1613 -0.0009 -0.0013 -0.0078
O -1.18 4.2691 20.58 -0.0025 -0.0015 -0.0049
O -0.1376 9.1277 22.4094 -0.0003 -0.0019 -0.0094
O 7.5462 0.7104 15.2293 -0.0017 0.001 0.004
O 9.5996 -5.7814 12.3869 0.0008 -0.0019 0.0041
O 5.254 9.0653 21.4894 0.0024 0.0004 0.0002
O 5.0961 -3.2591 15.0097 -0.0021 -0.0001 0.0056
O -3.0899 2.4444 21.0189 0.0012 0.0004 -0.0053
O 2.2556 -5.8267 21.4724 0.0015 0.0016 -0.0047
O -5.1314 7.2841 13.1437 -0.0014 -0.0033 0.011
O 7.6202 1.2735 22.5887 0.002 -0.0028 -0.0089
O 9.842 0.2236 23.5382 -0.0006 -0.0045 -0.0028
O -5.282 -3.6142 14.4925 0.0014 0.0002 0.0061
O 1.7345 -5.0934 23.893 0.0006 0.0115 0.0096
O 2.2005 -4.4719 10.1861 -0.001 0.0039 -0.0013
O -3.2358 8.3145 17.5076 -0.0022 -0.0007 0.0038
O 5.4901 5.863 14.5384 0.0071 -0.0011 0.0029
O 5.7083 -4.839 23.6094 -0.0002 0.0115 0.0022
O 10.7041 2.8085 18.9478 0.0029 -0.0005 0.0002
O 9.639 5.4174 24.3907 -0.0002 0.0077 -0.0038
O 9.8539 5.8754 19.4035 0.004 0.0006 -0.0025
O 6.2124 -4.7968 19.6774 -0.0007 -0.0007 -0.0045
O 1.9307 -2.5242 24.4563 0.0003 0.0081 -0.0114
O 9.6916 -2.293 24.4122 -0.0005 -0.0074 0.0019
O -1.5598 0.0259 23.4005 -0.0069 -0.0039 0.0015
O -3.8039 -0.9711 17.2494 0 -0.0007 0.0013
O 1.9572 5.373 24.3558 -0.0003 0.0096 -0.0032
O 1.9491 7.8082 23.4372 -0.0002 -0.0107 0.0066
O 4.4098 4.3688 16.3748 0.0012 0.0037 0.0019
O -1.9052 -5.1525 23.9892 0.001 0.0072 0.0014
O 5.7964 5.3142 24.4031 0.0004 0.0101 0.0024
O 1.6765 8.5594 14.8064 0.0029 0.0042 0.0062
O -0.9355 7.5696 18.6627 0.0015 0 -0.001
O -2.1563 4.5933 14.711 -0.0056 -0.0031 0.0081
O 8.697 0.1265 12.8243 0.0034 0.0009 0.0069
O 9.6761 -4.8506 23.7488 0.0014 0.0091 0.0059
O 9.558 2.8831 23.5664 -0.0003 0.0044 -0.007
O 1.8323 3.2212 9.8797 -0.0015 0.0066 -0.0208
O 8.5002 -1.6279 14.7407 0.0001 -0.0003 0.0059
O 6.4147 5.167 12.1908 0.0007 -0.0002 0.0068
O 2.7789 1.6152 21.2089 -0.0006 -0.0004 -0.0069
O -1.8927 -2.4478 24.3799 0.0001 -0.0008 -0.0025
O 6.9289 1.7289 17.6273 0.0012 0 0.0002
O -5.7076 -0.3282 10.4601 -0.0004 0.0023 -0.0048
O 2.9131 -1.2871 17.6893 0.0007 0.0012 0.0016
O 5.867 -2.2363 24.3375 0.0004 0.0123 -0.0012
O -2.059 7.6626 23.5107 -0.0012 -0.0106 0.003
O -2.2645 2.2296 12.2181 0.006 0.0004 0.0032
O 4.1592 0.382 12.9279 0.0028 -0.0011 0.009
O 0.2922 6.1577 14.8099 0.0032 0.002 0.0095
O 6.1335 -4.3654 17.1108 -0.0005 -0.0008 -0.0034
O -3.0625 -3.6503 13.1433 0.002 -0.0037 0.01
O 4.3066 1.8472 17.0162 0.0088 -0.0143 0.0075
O 11.4753 0.3936 19.5755 -0.0011 0.0113 -0.0002
O 1.1784 7.1868 17.082 0 0.0003 0.0024
O 10.1025 -6.0073 21.4854 -0.0074 -0.0008 0.0009
O 4.9704 1.7484 19.5762 -0.0044 -0.0008 0.0065
O -0.0298 9.6463 10.3068 -0.0016 0.002 0.0067
O 6.4106 7.7493 12.9535 0 0.0056 0.0092
O 8.3853 -0.5023 17.5228 0.0002 0.0028 -0.0014
O 11.5465 -5.444 19.4171 -0.0001 -0.0028 -0.0004
O 7.9504 3.1218 11.4789 0.0025 0.0005 0.0042
O 10.067 -1.8335 19.1247 0.0011 0.0016 -0.0056
O 7.4996 -2.6661 18.8073 -0.0002 -0.0014 -0.0049
O 3.6862 2.5033 14.5524 0.0038 -0.0063 -0.0152
O -0.6692 -0.7432 20.9878 0.0027 0.0047 0.0049
O 3.7688 -5.887 19.3366 -0.0001 -0.0016 -0.0026
O 9.848 1.6479 21.2432 -0.0037 0.0001 -0.0006
O 3.7932 -0.5834 20.0847 0 0.0056 -0.0002
O -1.8778 -2.632 16.2954 -0.0012 -0.002 0.0038
O 7.4162 8.3727 16.879 0.0009 0.0007 -0.0001
O 7.425 6.099 18.245 0.0012 0.0005 -0.0034
O -0.3209 4.3114 16.5945 -0.0041 0.0069 0.0023
O 4.0999 -2.2586 12.8099 0.0044 0.0055 0.0061
O -4.8282 2.7324 11.3823 -0.0068 0.0029 0.0026
O 8.1324 6.0051 14.0563 -0.0016 -0.0007 0.0068
O 5.7053 2.5911 23.8235 0.0016 0.0021 -0.008
O 7.6605 -4.1029 14.986 -0.0034 -0.0019 0.0065
O 5.1575 6.8621 16.9473 -0.0001 -0.0018 0.0004
O -0.157 -2.6935 19.2527 -0.0001 0.0016 -0.003
O 1.299 -3.2491 17.0276 0.0006 0.0014 0.0028
O -3.6626 -1.4988 14.6491 -0.0041 -0.0023 0.0022
O -1.9433 -1.9293 9.3694 0.0004 -0.0036 -0.0016
O -5.0195 -1.9562 12.416 -0.0029 0.0038 0.0082
O -1.7458 -0.0873 15.8491 -0.0011 -0.0017 0.0035
O 7.7048 9.2992 22.4995 0.0004 0.0023 -0.01
O -2.6482 -1.8156 19.5064 0.0012 0.001 -0.0045
O 2.9439 -4.5076 14.0455 -0.0007 -0.0026 0.007

Results
free energy: -270675.356 eV
free energy less fixed offsets of O -568.88, Si -635.61 eV per atom: -12.156 eV

The program warned: the cutoff lies below the one the program advises for these potential files; the exchange-correlation potential is rough where the density is thin.
